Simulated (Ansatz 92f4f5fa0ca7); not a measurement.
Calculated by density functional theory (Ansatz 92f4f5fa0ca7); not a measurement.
Periodic cell of 236 atoms, Si145O89As2, from a study of silicon, its oxide and their interface. The atomic structure is a simulated model.
Doubt: the cutoff is far below the 930 eV that the study's wrapper takes by default for these files, so forces and energies are approximate.
This geometry differs little from another in the collection (a relaxation step or a small displacement).

Settings: functional PBE; potential files Ansatz PAW; basis plane waves; wave-function cutoff 580 eV; density cutoff ratio 5; exchange-correlation grid ratio 1; k mesh 1 x 1 x 1, Gamma-centred; self-consistency stop 5e-08 eV per atom in the density residual; occupations fixed; spin none; net charge 0.

Cell vectors (angstrom)
a, 11.6015, 0, 0
b, 0, 10.938, 0
c, 0, 0, 32.0622

Atoms: element, x, y, z (angstrom)
Si, -0.2334, -0.0233, 23.297
Si, 3.6509, 0.1976, 23.331
Si, 7.5156, -0.1056, 23.4445
Si, 1.6617, 1.4114, 23.4291
Si, 5.7007, 1.4376, 23.2469
Si, 9.4114, 1.2556, 23.3566
Si, 0.1484, 5.3401, 23.4387
Si, 4.0934, 5.3468, 23.4234
Si, 8.0217, 5.6216, 23.5416
Si, 2.134, 6.6397, 23.3456
Si, 5.9436, 6.7964, 23.5027
Si, 9.9854, 6.8923, 23.5949
Si, 1.8637, 2.7186, 25.3819
Si, 5.8047, 2.6946, 25.2867
Si, 9.6011, 2.724, 25.2511
Si, 11.5632, 4.0579, 25.3877
Si, 3.8622, 4.0106, 25.337
Si, 7.7157, 4.1263, 25.3545
Si, 1.9543, 8.1721, 25.2047
Si, 5.7819, 8.1781, 25.4026
Si, 9.703, 8.2818, 25.4351
Si, 11.6256, 9.5843, 25.2684
Si, 3.8609, 9.5909, 25.1977
Si, 7.6853, 9.5412, 25.4041
Si, 11.6361, 0.01, 27.2085
Si, 3.888, -0.0283, 27.1913
Si, 7.7527, 0.0041, 27.2811
Si, 1.9661, 1.3392, 27.2716
Si, 5.8182, 1.3417, 27.2256
Si, 9.685, 1.3573, 27.1978
Si, 11.5712, 5.4943, 27.2511
Si, 3.8311, 5.4426, 27.232
Si, 7.7049, 5.4777, 27.2809
Si, 1.9192, 6.8389, 27.1853
Si, 5.7546, 6.8054, 27.2984
Si, 9.6393, 6.8388, 27.2919
Si, 1.9334, 2.7341, 29.1758
Si, 5.7903, 2.7244, 29.1548
Si, 9.6755, 2.7291, 29.1469
Si, 0.0025, 4.1044, 29.1648
Si, 3.8584, 4.0943, 29.1714
Si, 7.7301, 4.0835, 29.1785
Si, 1.9299, 8.1941, 29.1415
Si, 5.7866, 8.206, 29.1869
Si, 9.6667, 8.2182, 29.1929
Si, 0.0026, 9.5752, 29.1492
Si, 3.8598, 9.5704, 29.1534
Si, 7.7273, 9.5604, 29.1884
Si, 0, 0, 31.0965
Si, 3.8672, 0, 31.0965
Si, 7.7343, 0, 31.0965
Si, 1.9336, 1.3673, 31.0965
Si, 5.8008, 1.3673, 31.0965
Si, 9.6679, 1.3673, 31.0965
Si, 0, 5.469, 31.0965
Si, 3.8672, 5.469, 31.0965
Si, 7.7343, 5.469, 31.0965
Si, 1.9336, 6.8362, 31.0965
Si, 5.8008, 6.8362, 31.0965
Si, 9.6679, 6.8362, 31.0965
Si, 1.9336, 2.7345, 0.9679
Si, 5.8008, 2.7345, 0.9679
Si, 9.6679, 2.7345, 0.9679
Si, 0, 4.1018, 0.9679
Si, 3.8672, 4.1018, 0.9679
Si, 7.7343, 4.1018, 0.9679
Si, 1.9336, 8.2035, 0.9679
Si, 5.8008, 8.2035, 0.9679
Si, 9.6679, 8.2035, 0.9679
Si, 0, 9.5708, 0.9679
Si, 3.8672, 9.5708, 0.9679
Si, 7.7343, 9.5708, 0.9679
Si, 11.6226, 0.0232, 2.8936
Si, 3.8745, 0.0016, 2.9137
Si, 7.7582, 0.0041, 2.8921
Si, 1.9536, 1.3821, 2.9082
Si, 5.8282, 1.3425, 2.8533
Si, 9.6734, 1.3724, 2.9126
Si, 11.5802, 5.4952, 2.8673
Si, 3.8955, 5.4811, 2.9018
Si, 7.7567, 5.4972, 2.8906
Si, 1.9328, 6.8042, 2.8675
Si, 5.8287, 6.8432, 2.886
Si, 9.6732, 6.8908, 2.9399
Si, 1.942, 2.8138, 4.8017
Si, 5.8612, 2.7064, 4.7524
Si, 9.6255, 2.7694, 4.8343
Si, 11.5668, 4.1032, 4.7569
Si, 3.9449, 4.0816, 4.8097
Si, 7.7454, 4.1825, 4.8458
Si, 1.9166, 8.1391, 4.796
Si, 5.8427, 8.2375, 4.7898
Si, 9.6875, 8.3102, 4.8789
Si, 11.6594, 9.6372, 4.8461
Si, 3.8506, 9.466, 4.7838
Si, 7.7506, 9.6669, 4.8804
Si, 11.6444, 0.1952, 6.7314
Si, 3.7825, -0.0759, 6.6462
Si, 7.7501, 0.0484, 6.9042
Si, 2.0796, 1.4859, 6.734
Si, 5.7432, 1.2574, 6.6293
Si, 9.701, 1.4908, 6.8367
Si, 11.5646, 5.4707, 6.6572
Si, 4.012, 5.4148, 6.7731
Si, 7.787, 5.6275, 6.7827
Si, 2.0053, 6.6225, 6.6303
Si, 5.8555, 6.9387, 6.7451
Si, 9.7928, 7.0035, 6.8589
O, 10.0613, 7.9115, 8.257
O, 7.6944, 9.9132, 8.2011
O, 7.5259, 4.6044, 8.0742
O, 3.3671, 10.2998, 8.1806
O, 2.0408, 7.4972, 8.0269
O, 4.0263, 4.5681, 8.2294
O, 9.9082, 2.3886, 8.2358
O, 2.6358, 2.3193, 8.1029
O, 11.428, 4.5679, 8.0408
O, 5.3835, 2.3408, 7.8307
O, 5.8613, 7.9443, 8.0813
O, 11.4278, 10.2205, 8.0835
O, 11.1883, 10.1475, 21.8094
O, 3.2092, 10.4223, 21.8835
O, 5.6852, 7.8469, 22.2318
O, 4.1971, 4.5034, 21.9765
O, 7.6043, 9.7393, 22.1621
O, 10.2415, 7.7248, 22.1838
O, 1.6161, 2.3502, 22.0516
O, 5.8884, 2.466, 21.931
O, 8.4927, 4.6957, 22.2324
O, -0.0615, 4.4188, 22.0507
O, 2.2993, 7.4155, 21.8918
O, 9.1182, 1.8395, 21.826
Si, 1.9432, 7.7307, 9.6095
As, 4.7982, 0.5372, 17.8921
Si, 2.4479, 5.2568, 13.9475
Si, 10.4949, 3.7795, 14.0144
Si, 8.194, 2.247, 15.1949
Si, 9.5278, 2.2021, 20.2944
Si, 10.6009, 3.6255, 9.0689
Si, 0.1554, 2.322, 11.5298
Si, 10.9826, 8.1105, 15.41
Si, 5.1446, 6.7661, 13.8436
Si, 5.7758, 2.6082, 11.0937
Si, 8.5296, 7.6493, 19.4179
Si, 8.1377, 4.8316, 20.6485
As, 5.9204, 9.5971, 15.0151
Si, 2.0187, 7.7376, 20.3242
Si, 1.894, 4.9662, 18.7862
Si, 4.4838, 3.5592, 18.0671
Si, 8.428, 8.8755, 16.7795
Si, 0.8341, 9.4257, 13.2891
Si, 10.0351, 10.643, 11.5934
Si, 5.3423, 3.7594, 21.0712
Si, 0.5436, 5.4165, 16.21
Si, 10.8518, 9.0914, 9.0874
Si, 6.4948, 8.9031, 21.2954
Si, 7.1276, 7.0646, 11.4053
Si, 2.7233, 0.6763, 12.2076
Si, 10.794, 8.7501, 21.051
Si, 5.9991, 4.2438, 15.5914
Si, 7.1419, 0.379, 12.8194
Si, 4.076, 2.9638, 8.583
Si, 0.8691, 6.6886, 11.8968
Si, 6.5984, 9.0372, 9.0553
Si, 0.6639, 3.2807, 21.1124
Si, 9.7731, 6.4973, 12.8953
Si, 7.7898, 4.4911, 9.6766
Si, 3.859, 10.1376, 20.4229
Si, 4.2606, 2.929, 13.5185
Si, 3.8682, 9.9629, 9.7031
Si, 7.9424, 0.789, 18.0301
O, 11.4765, 3.1505, 12.8904
O, 9.4049, 4.4037, 9.8766
O, 8.7531, 3.5648, 19.8513
O, 3.7685, 0.4622, 19.3896
O, 11.2286, 4.4055, 15.3271
O, 9.8986, 9.7595, 10.2254
O, 3.8628, 1.3887, 13.1478
O, 0.5909, 9.0619, 14.8625
O, 6.4179, 1.1745, 18.5127
O, 4.7641, 3.2881, 19.643
O, 6.2935, 1.163, 11.6627
O, 0.5837, 8.5943, 9.8799
O, 5.6721, 4.2943, 17.1987
O, 8.403, 7.149, 12.3826
O, 4.42, 2.6423, 10.1522
O, 2.0223, 5.4734, 15.5028
O, 3.3738, 0.008, 10.8832
O, 5.8348, 7.0007, 12.3867
O, 2.1565, 6.4615, 19.3491
O, 0.647, 4.8777, 17.7411
O, 8.5642, 10.8411, 12.2197
O, 5.4841, 10.0654, 9.6404
O, 0.5014, 8.2859, 20.2137
O, 9.644, 2.4943, 14.5282
O, 1.9992, 10.5442, 13.1914
O, 9.9496, 9.0628, 16.2242
O, 6.3442, 9.9659, 13.2955
O, 7.3343, 1.2952, 14.175
O, 1.6376, 3.9691, 20.0287
O, 5.8851, 5.6818, 14.8292
O, 7.426, 8.6832, 15.5035
O, 1.6555, 1.7441, 11.6417
O, 7.2137, 8.3197, 10.3726
O, 4.1263, 2.1009, 17.3982
O, 7.0545, 3.1754, 10.2725
O, 11.5527, 6.9274, 16.3636
O, 7.9692, 10.1372, 17.6957
O, 3.3065, 8.4788, 10.0837
O, 7.5178, 3.7143, 15.384
O, 3.2108, 4.5412, 17.9537
O, 2.8567, 3.7273, 13.6106
O, 1.3705, 8.1146, 12.5014
O, 1.1561, 5.5605, 13.0189
O, 4.9417, 8.1699, 14.6563
O, 11.1496, 2.4085, 20.2901
O, 11.0156, 9.9241, 12.6701
O, 5.3161, 3.5018, 12.3929
O, 4.9966, 3.1144, 14.9518
O, 6.504, 4.8448, 20.6534
O, 8.3549, 1.5578, 16.6532
O, 10.6419, 1.1709, 11.2656
O, 10.858, 6.6308, 11.6724
O, 3.1106, 8.8318, 19.7976
O, 1.7197, 6.3926, 10.528
O, 7.1091, 8.1006, 20.0453
O, 8.4122, 7.5862, 17.7931
O, 3.6462, 6.2456, 13.5242
O, 9.5616, 4.9369, 13.329
O, 5.4569, 9.9509, 20.6394
O, 10.2467, 7.3827, 14.1618
O, 8.8122, 6.143, 19.9669
O, 7.1576, 5.7435, 10.4691
O, 9.0383, 1.0844, 19.2107
O, 11.7078, 3.2283, 10.1834
O, 9.6391, 8.7572, 19.8957

Results
free energy: -152498.218 eV
free energy less fixed offsets of As -4856.12, O -568.88, Si -635.61 eV per atom: 7.792 eV

Forces (eV/angstrom), in the order of the atoms: element, x, y, z
Si, 0.0846, -0.0391, -0.0458
Si, 0.0156, 0.0174, -0.011
Si, 0.0179, -0.0254, 0.0017
Si, -0.0653, 0.0414, -0.0096
Si, -0.0005, 0.0026, -0.0146
Si, -0.0794, -0.0036, -0.0291
Si, -0.0102, -0.0026, 0.0061
Si, -0.0275, 0.0154, -0.0241
Si, -0.0382, 0.0182, -0.0232
Si, 0.0038, -0.0117, -0.0313
Si, 0.0435, -0.0061, -0.0053
Si, 0.0185, -0.0222, -0.0021
Si, 0.004, -0.0101, -0.0072
Si, -0.0116, 0.0016, 0.0139
Si, 0.0212, 0.0051, 0.0197
Si, 0.0022, -0.0076, -0.0195
Si, -0.005, -0.0194, 0.0131
Si, -0.0072, -0.0129, -0.0162
Si, 0.0035, -0.0028, -0.0252
Si, 0.0068, -0.0024, -0.0129
Si, -0.0002, -0.0099, 0.0032
Si, -0.0038, 0.0077, 0.011
Si, 0.0096, -0.0208, 0.0624
Si, 0.002, 0.0128, -0.0146
Si, -0.0003, 0.0056, 0.0007
Si, -0.0081, 0.0054, -0.0077
Si, -0.0078, 0.0069, 0.0034
Si, 0.0056, -0.0039, -0.0041
Si, 0.006, -0.0042, -0.0029
Si, -0.0051, -0.0047, -0.0053
Si, -0.0026, -0.0042, -0.0002
Si, 0.0088, -0.0005, -0.0039
Si, 0.0044, 0.0012, 0.0065
Si, 0.0018, 0.0125, 0.0002
Si, -0.0243, 0.002, -0.0103
Si, 0.0073, -0.0052, -0.0138
Si, 0.0137, -0.0046, 0.0045
Si, 0.0004, 0.003, -0.0123
Si, 0.0065, 0.0032, -0.0127
Si, -0.0048, 0.0047, 0.0073
Si, -0.0079, -0.0086, 0.0044
Si, -0.007, -0.0032, 0.0156
Si, -0.0047, 0.007, 0.0052
Si, -0.0107, 0.0031, 0.024
Si, -0.0083, 0.0104, 0.0226
Si, 0.0004, -0.0103, -0.0154
Si, 0.0092, -0.0242, -0.0278
Si, 0.0098, -0.0028, -0.0043
Si, 0.034, 0.0284, -0.0622
Si, -0.0253, 0.0645, -0.0528
Si, -0.0312, 0.0925, 0.1253
Si, -0.0276, -0.0544, 0.076
Si, 0.0036, -0.0096, -0.0569
Si, 0.0127, -0.0711, -0.0728
Si, 0.0133, 0.0001, 0.0193
Si, 0.0221, 0.0607, 0.0272
Si, -0.001, -0.0011, 0.0467
Si, -0.0041, -0.0077, -0.1206
Si, -0.0188, -0.0609, 0.1315
Si, 0.0434, -0.107, 0.1513
Si, 0.0425, 0.0475, 0.0525
Si, -0.0277, 0.0395, -0.2067
Si, 0.0189, 0.0428, 0.0326
Si, -0.0996, 0.0017, -0.1197
Si, 0.0348, 0.0047, 0.0377
Si, 0.0771, 0.0451, 0.053
Si, 0.0207, 0.0288, -0.082
Si, 0.023, 0.0586, -0.0714
Si, -0.0315, 0.0799, 0.0859
Si, -0.0112, 0.0256, 0.0066
Si, -0.0081, -0.0089, 0.0522
Si, 0.0576, -0.0549, -0.0025
Si, 0.0021, 0.004, -0.0017
Si, -0.005, 0.0045, 0.0043
Si, 0.0028, 0.0049, 0.0017
Si, -0.0006, -0.0007, 0.0026
Si, 0.0034, -0.0043, 0.0045
Si, 0.0004, -0.0037, 0.0011
Si, 0.0006, 0.0021, -0.0007
Si, 0.0004, 0.002, -0.0006
Si, 0.0012, 0.0058, 0.0015
Si, -0.002, -0.0016, 0.004
Si, 0.0032, -0.0001, 0.0072
Si, 0.0008, -0.0048, 0.003
Si, -0.0011, 0.0008, -0.0017
Si, -0.0046, 0.0019, -0.0013
Si, -0.0076, 0.0029, 0.0002
Si, -0.0013, -0.0049, -0.0014
Si, -0.0071, -0.0087, 0.0029
Si, 0.0104, -0.009, -0.0113
Si, -0.0019, 0.0018, -0.0024
Si, -0.0074, -0.0078, 0.007
Si, -0.0068, 0.0017, -0.0009
Si, 0.0034, -0.0075, -0.0091
Si, 0.0061, 0.003, 0.0003
Si, -0.0021, -0.0041, -0.004
Si, -0.0143, 0.002, 0.0095
Si, -0.0072, -0.0043, -0.0036
Si, 0.0026, -0.0099, 0.0065
Si, 0.0288, 0.0074, -0.0058
Si, -0.0146, 0.0045, 0.0001
Si, 0.0036, 0.0031, 0.0031
Si, -0.0081, 0.0024, 0.0005
Si, 0.0005, 0, 0.0022
Si, -0.0342, 0.0095, 0.0108
Si, 0.003, -0.0019, 0.0082
Si, 0.0195, 0.0046, -0.0103
Si, 0.0272, -0.0024, 0.0021
O, -0.0067, -0.0022, -0.0006
O, 0.0056, 0.0108, -0.006
O, 0.0067, -0.0033, -0.0023
O, -0.0001, 0.0007, -0.0055
O, -0.0022, -0.0057, -0.0031
O, -0.0024, 0.0038, -0.0026
O, -0.0011, -0.0059, 0.002
O, -0.0062, -0.0016, 0.0085
O, 0.0027, 0.0015, 0.0004
O, 0.004, -0.0008, 0.0022
O, 0.0013, -0.001, 0.0085
O, 0.0051, 0.0019, -0.0041
O, -0.0107, 0.0333, 0.0346
O, -0.0051, -0.0398, 0.0116
O, -0.0115, -0.0046, 0.0051
O, 0.005, 0.0016, 0.0203
O, -0.0088, 0.0175, 0.0118
O, -0.011, 0.002, 0.0078
O, 0.0305, -0.0309, 0.0163
O, -0.0041, -0.0091, 0.0119
O, 0.0084, 0.0037, 0.0184
O, 0.0002, 0.0042, 0.0029
O, -0.0026, -0.01, 0.0082
O, 0.02, -0.0135, 0.0138
Si, 0.0019, -0.0058, -0.0059
As, -0.0522, 0.083, 0.0481
Si, 0.0161, -0.0046, 0.0066
Si, -0.0042, -0.0003, 0.0073
Si, -0.0059, 0.0004, 0.0089
Si, 0.0023, -0.0022, -0.0042
Si, 0.004, 0.0011, 0.0003
Si, -0.0021, 0.0006, -0.0017
Si, 0.0036, -0.0065, 0.0111
Si, 0.0048, -0.0131, -0.0019
Si, 0.0058, 0.0057, -0.001
Si, 0.0007, -0.0085, 0.0298
Si, -0.0053, 0.0052, 0.0036
As, 0.0636, -0.0853, -0.0465
Si, 0.0184, -0.0018, -0.0042
Si, 0.0123, -0.0027, 0.0154
Si, 0.0082, -0.0176, 0.0078
Si, 0.0053, 0.0298, 0.0464
Si, 0.0019, -0.0068, 0.0019
Si, 0.0039, 0.0021, -0.0099
Si, 0.0029, 0.0019, -0.0203
Si, 0.0062, -0.0066, 0.0169
Si, 0.0028, -0.0029, 0.0023
Si, -0.0158, 0.0016, -0.0111
Si, -0.0046, -0.0076, -0.0025
Si, 0.0003, 0.0018, -0.0082
Si, -0.0001, -0.0127, -0.0095
Si, 0.0011, 0.0124, 0.0227
Si, 0.0084, 0.0172, -0.001
Si, -0.0006, -0.005, -0.0003
Si, -0.0047, -0.0018, -0.0071
Si, -0.0062, -0.0106, -0.002
Si, -0.0022, 0.0097, 0.0029
Si, -0.0031, -0.0039, -0.0054
Si, -0.012, 0.0026, 0.0039
Si, -0.018, 0.0462, -0.0435
Si, -0.0033, 0.0028, 0.01
Si, -0.0028, -0.002, -0.0021
Si, -0.0058, -0.0206, -0.0016
O, 0.0016, -0.0054, -0.0017
O, 0.0011, -0.0019, 0.0038
O, -0.0054, -0.002, -0.0045
O, 0.0424, -0.0567, 0.013
O, -0.0028, -0.0028, -0.0068
O, -0.0041, 0.0012, 0.0047
O, -0.0006, -0.0084, -0.0055
O, -0.0031, 0, -0.0058
O, 0.0043, -0.003, -0.0116
O, 0.0068, 0.0096, 0.0086
O, 0.0016, -0.0084, 0.0104
O, -0.0057, 0.0015, 0.0021
O, 0.008, -0.0014, -0.0227
O, -0.0028, -0.0021, 0.0011
O, -0.0058, 0, -0.0054
O, 0.0057, -0.0065, -0.0186
O, 0.0009, -0.0049, 0.0002
O, 0.0041, 0.0035, 0.0015
O, -0.0088, -0.0035, 0.002
O, 0.0039, -0.0005, -0.0084
O, -0.0047, -0.0026, 0.0058
O, 0.0006, 0.0021, 0.0031
O, -0.024, -0.0005, 0.0084
O, -0.0092, -0.0018, -0.0055
O, -0.0001, 0.0012, 0.0007
O, -0.01, -0.0047, -0.0109
O, -0.0199, 0.0054, 0.0423
O, -0.0034, -0.0049, -0.0144
O, 0.0044, 0.0049, -0.0103
O, -0.0007, -0.0086, 0.0003
O, -0.0402, 0.0343, -0.0145
O, -0.0017, -0.0032, 0.0017
O, -0.0016, 0.0081, -0.0009
O, 0.0114, -0.0495, -0.0224
O, 0.0079, 0.0044, -0.0019
O, -0.0043, 0.0012, -0.0116
O, -0.0052, -0.0116, -0.0537
O, 0.0005, -0.0006, 0.005
O, -0.0068, -0.007, -0.0069
O, -0.0151, -0.0033, -0.0002
O, 0.0055, 0.0134, -0.003
O, -0.0006, -0.0034, 0.0005
O, 0.0047, 0.0063, -0.0018
O, -0.0031, 0.042, 0.0254
O, 0.0007, -0.0013, -0.0004
O, -0.0023, 0.0041, 0.0008
O, 0.0031, -0.0048, -0.0021
O, -0.0065, -0.0004, -0.006
O, -0.0032, -0.0051, 0.0011
O, -0.0064, -0.0047, 0.0001
O, -0.0017, -0.0059, -0.0039
O, 0.0004, 0.0007, 0.0055
O, -0.0094, 0.0007, 0.0298
O, -0.0005, 0.0024, 0.0044
O, 0.0076, -0.0026, -0.0026
O, -0.0059, 0.0012, -0.027
O, -0.012, 0.0007, 0.0105
O, 0.0003, 0.001, 0
O, -0.0135, -0.0071, 0.0077
O, -0.0017, -0.0008, 0.0009
O, -0.0062, -0.0036, -0.0084
O, 0.0073, -0.0125, -0.0057
O, 0.0027, 0.0102, -0.005
O, -0.0048, 0.0015, -0.0027
O, 0.0036, -0.0014, -0.0049

The program warned: the cutoff lies below the one the program advises for these potential files; the exchange-correlation potential is rough where the density is thin.
